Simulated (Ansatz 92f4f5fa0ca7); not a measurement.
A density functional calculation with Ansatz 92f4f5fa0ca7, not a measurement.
Periodic cell of 258 atoms, Si144O114, from a study of silicon, its oxide and their interface. The atomic structure is a simulated model.

Settings: functional r2SCAN; potential files Ansatz PAW; basis plane waves; wave-function cutoff 800 eV; density cutoff ratio 5; exchange-correlation grid ratio 1; k mesh 1 x 1 x 1, shifted by 0.5 0.5 0 of a step; self-consistency stop 1e-10 eV per atom in the density residual; occupations fixed; spin none; net charge 0.

Cell vectors (angstrom)
a, 10.88, 0, 0
b, 0, 10.88, 0
c, -3.1534, -4.6593, 36.31

Atoms and the computed forces on them: element, x, y, z (angstrom), force x, y, z (eV/angstrom)
Si, 7.3075, 0.8213, 1.4893, 0.0195, -0.0136, 0.0868
Si, 10.0342, 3.6398, 1.5731, 0.0073, -0.0018, -0.0075
Si, 6.3187, 7.3192, 1.5858, -0.0069, 0.0057, 0.0023
Si, 9.0096, -0.8825, 1.5099, -0.0124, 0.0218, 0.082
Si, 3.5842, -0.6054, -1.0288, 0.0148, -0.0063, 0.2157
Si, 3.88, 4.3642, 1.5159, -0.0179, 0.0148, 0.079
Si, 12.5443, 6.5271, 1.468, 0.0274, -0.0265, 0.1057
Si, 4.6058, -1.9118, 1.5522, 0.0209, -0.0097, 0.0753
Si, 8.2426, 2.631, 2.7258, -0.0061, -0.0051, 0.0029
Si, 10.9648, 5.3972, 2.7935, 0.0048, 0.0084, -0.0022
Si, 8.1138, -2.6462, 2.7812, 0.0102, 0.003, -0.003
Si, 10.8368, 0.1089, 2.6462, -0.002, -0.0115, -0.006
Si, 2.6559, 2.7617, 2.7032, 0.0098, 0.0044, -0.0028
Si, 5.4226, 5.5322, 2.8268, -0.0052, -0.0096, -0.0037
Si, 13.6746, 8.115, 2.7747, -0.0018, -0.0004, -0.0043
Si, 5.5122, -0.0694, 2.7263, -0.0014, 0.0026, -0.0059
Si, 6.8396, 4.0659, 4.0063, 0.0015, 0.0005, 0.001
Si, 9.52, 6.7942, 4.0263, -0.0019, -0.0002, -0.0002
Si, 6.8003, -1.353, 4.2314, -0.0009, -0.0019, -0.0002
Si, 9.5334, 1.332, 4.1872, 0.0015, 0.003, -0.0026
Si, 12.2826, 4.0805, 4.2059, -0.0037, -0.0036, -0.002
Si, 14.9454, 6.8004, 4.2473, 0.0005, 0.0019, -0.0003
Si, 12.2453, 9.565, 3.9683, 0.0031, 0.0005, 0.0016
Si, 4.071, 1.3442, 3.9788, -0.0002, -0.003, 0.0016
Si, 5.4441, 2.7145, 5.3643, -0.0005, -0.0004, -0.002
Si, 8.1715, 5.4233, 5.4047, 0.0012, -0.0002, -0.0001
Si, 5.4373, 8.1626, 5.5506, -0.0004, -0.0003, 0.0008
Si, 8.1732, 0.0026, 5.533, 0.0001, -0.0009, -0.0019
Si, 10.903, 2.7037, 5.5071, 0.0008, 0.0004, 0.0031
Si, 13.6098, 5.433, 5.5585, 0.0003, -0.001, -0.0013
Si, 10.8899, 8.1813, 5.3635, 0.0004, -0.0002, -0.0015
Si, 13.6137, 0.0003, 5.3882, 0.0004, -0.0004, 0
Si, 6.7896, 1.3869, 6.8023, -0.0006, 0.0002, -0.001
Si, 9.5096, 4.073, 6.7999, 0.0009, -0.0001, -0.0015
Si, 6.8239, 6.7685, 6.8153, -0.0012, -0.0004, -0.0008
Si, 9.5562, 9.504, 6.7993, 0.0008, -0.0004, -0.0009
Si, 12.2941, 1.3432, 6.8155, 0.0011, -0.0004, -0.0009
Si, 4.1263, 4.055, 6.8075, 0.0015, 0, -0.0006
Si, 12.212, 6.8283, 6.8022, 0.0001, 0.0001, -0.0009
Si, 14.9469, -1.3261, 6.832, -0.0011, -0.0004, -0.0004
Si, 8.1561, 2.7224, 8.1754, -0.0009, -0.0019, -0.001
Si, 10.8652, 5.427, 8.1406, 0.0012, 0.0005, -0.0012
Si, 8.1793, 8.1555, 8.1368, 0.0018, -0.0008, -0.001
Si, 10.9089, -0.0062, 8.153, 0.0009, -0.0017, -0.0019
Si, 2.776, 2.7144, 8.1751, 0.0011, -0.0004, -0.0012
Si, 5.4549, 5.4193, 8.1758, 0.0005, -0.0008, -0.0008
Si, 13.5676, -2.6927, 8.1634, 0, 0, -0.0016
Si, 5.4632, 0.021, 8.1781, 0.0009, 0.001, -0.0019
Si, 6.8093, 4.0727, 9.5404, -0.0006, -0.0006, 0.0002
Si, 9.523, 6.8026, 9.4661, 0.0014, 0.0007, -0.0004
Si, 6.8383, 9.5181, 9.5184, -0.0024, -0.0006, -0.0001
Si, 9.5404, 1.3398, 9.5143, 0.0019, 0.0005, 0.0015
Si, 12.2254, 4.0464, 9.4969, 0.0003, -0.0021, -0.0005
Si, 4.0494, 6.7986, 9.4858, 0.0009, 0.0011, 0.0004
Si, 12.2338, -1.3376, 9.5479, 0.0009, 0.0001, -0.0007
Si, 4.1511, 1.3909, 9.5489, -0.0006, -0.0014, -0.0005
Si, 5.5315, 2.7025, 10.9624, -0.0027, -0.001, -0.001
Si, 8.1694, 5.474, 10.8126, -0.0008, 0.0007, 0.0006
Si, 5.413, 8.1708, 10.8267, -0.0012, 0.0008, -0.0011
Si, 8.263, -0.0606, 10.9101, -0.0011, 0.0014, 0.0007
Si, 10.9042, 2.6599, 10.9091, 0.002, -0.0008, -0.0006
Si, 13.5416, 5.4464, 10.8316, 0, 0.0028, -0.0011
Si, 10.8493, 8.136, 10.8409, -0.0018, -0.0023, -0.0004
Si, 13.628, 0.056, 10.8407, 0.001, 0.0012, -0.0006
Si, 6.9737, 1.3022, 12.2985, 0.0027, 0.0052, 0.0016
Si, 9.5613, 4.1579, 12.1301, -0.0028, -0.0009, 0.0003
Si, 6.7729, 6.8036, 12.1467, 0.0029, 0.0018, 0.0004
Si, 9.5839, -1.4497, 12.3341, -0.0007, -0.0015, -0.0031
Si, 12.2627, 1.2649, 12.3286, 0.0042, -0.0025, -0.0021
Si, 4.0037, 4.0745, 12.1485, -0.0024, -0.0033, -0.0001
Si, 12.2172, 6.857, 12.2181, -0.0009, -0.0045, -0.0013
Si, 4.0612, 9.5642, 12.1756, 0.0007, 0.0021, -0.0032
Si, 8.3272, 2.8294, 13.5731, 0.0037, -0.0026, 0.0039
Si, 10.8144, 5.5268, 13.5694, 0.0037, -0.0053, -0.0009
Si, 8.0344, 8.1474, 13.6118, 0.0052, -0.0044, -0.0044
Si, 11.4221, -0.6073, 13.6247, 0.0058, -0.0025, 0.0026
Si, 2.6818, 2.7737, 13.6071, -0.0074, 0.0053, -0.006
Si, 5.28, 5.533, 13.4175, 0.0028, -0.006, -0.0004
Si, 13.3364, 8.4642, 13.5233, -0.0045, 0.0016, -0.0002
Si, 5.4482, 0.0045, 13.5554, -0.0001, -0.0013, -0.0026
Si, 6.4603, 3.8675, 14.5953, -0.0001, -0.0034, 0.0181
Si, 8.1189, -0.4401, 17.354, -0.0043, 0.0003, 0.2255
Si, 6.4163, -1.6156, 14.9497, 0.014, 0.0154, 0.0911
Si, 10.2024, 2.6315, 15.1985, -0.0014, -0.0057, -0.0133
Si, 4.3137, 1.5997, 14.8307, -0.0107, -0.0185, 0.0829
Si, 4.1016, 7.1351, 14.8053, 0.0002, -0.0116, 0.0699
Si, 10.7249, 0.4118, 15.6712, 0.0069, -0.0283, 0.1098
Si, 1.2234, 4.0915, 14.9188, 0.0025, 0.0021, 0.0058
Si, 7.0438, 5.6996, 23.4319, 0.026, -0.0103, 0.3216
Si, 9.0933, 6.5519, 14.9323, 0.0103, 0.0227, 0.0499
Si, 5.6643, 0.066, 22.2728, 0.0081, -0.0031, 0.2723
Si, 13.2608, 2.5482, 24.2447, -0.0275, -0.0028, 0.3061
Si, 9.497, 3.8669, 17.0337, 0.0199, -0.0191, 0.1335
Si, 13.168, -0.5238, 19.9618, -0.0144, -0.0314, 0.2548
Si, 9.3049, 4.7128, -5.619, 0.0069, -0.0066, 0.3031
Si, 6.3181, 6.6841, 26.0646, -0.0266, -0.0203, 0.2795
Si, 3.4083, 2.0161, 21.4202, 0.0067, -0.0063, 0.3262
Si, 13.3942, 2.5799, -7.7582, -0.027, 0.032, 0.3247
Si, 5.9673, 3.8831, -0.6875, -0.0047, 0.0084, 0.1664
Si, 3.7477, -2.6525, -8.0924, -0.0024, -0.0513, 0.305
Si, 12.0545, 1.0811, -0.8002, -0.0361, 0.0006, 0.2169
Si, 8.8593, 4.4039, -0.2741, -0.0054, -0.0035, 0.1839
Si, 13.5598, 5.2762, 25.6673, -0.026, 0.0183, 0.2643
Si, 7.7912, 2.4067, 18.7485, -0.0321, -0.0365, 0.219
Si, 10.4588, 2.3805, 25.4282, 0.0199, -0.0143, 0.2689
Si, 12.095, 4.7723, -9.553, 0.0254, -0.007, 0.3012
Si, 0.8444, 1.9491, 1.3811, -0.0027, 0.0142, 0.0006
Si, 10.8275, 6.6336, -7.2995, -0.0354, -0.0087, 0.2949
Si, 3.3155, 3.4631, 18.6226, 0.0376, -0.0563, 0.2484
Si, 4.2502, -2.5175, 21.1074, -0.0111, -0.0165, 0.2566
Si, 6.9726, 6.6066, -0.5274, 0.0068, -0.023, 0.199
Si, 6.4826, 6.4981, 20.4331, -0.0336, 0.0583, 0.2938
Si, 5.9837, 1.1768, -1.4039, 0.0071, 0.0343, 0.2353
Si, 3.2266, -0.0503, -9.1042, 0.009, 0.0247, 0.2571
Si, 7.6749, 4.9732, 16.1383, -0.0517, 0.0309, 0.0849
Si, 7.0933, 1.0585, -8.856, 0.0398, -0.019, 0.2879
Si, 2.8673, 7.3757, 23.5468, -0.0252, -0.0168, 0.2816
Si, 3.6111, 4.1421, -5.2681, -0.0071, -0.008, 0.2917
Si, 11.2356, -2.0261, 23.9675, 0.0073, -0.0508, 0.2922
Si, 8.9792, 7.0705, 25.1456, 0.0004, -0.0184, 0.2579
Si, 8.2189, 1.166, 21.4563, 0.005, -0.0418, 0.3108
Si, 6.2574, 4.2057, 18.4738, -0.0361, 0.0019, 0.1989
Si, 7.8972, 2.8581, 24.0677, 0.0093, 0.0367, 0.2796
Si, 13.2557, 6.9638, -5.6166, 0.014, 0.0268, 0.3324
Si, 11.7248, 7.4295, -1.3967, -0.0201, 0.028, 0.2281
Si, 6.3389, 7.5597, -3.2008, 0.008, 0.0474, 0.2809
Si, 2.2492, 5.5271, 16.7074, 0.0057, 0.0038, 0.1587
Si, 6.4298, 0.5679, 25.2783, 0.0341, -0.0143, 0.2921
Si, 10.4286, -0.8567, 21.2295, 0.0341, 0.0292, 0.2731
Si, 10.4461, 4.9052, -2.7498, -0.027, -0.0027, 0.3139
Si, 9.92, -0.9446, -1.4595, 0.0202, 0.0136, 0.2393
Si, 10.6437, 6.7011, 17.4409, -0.0092, 0.0554, 0.1943
Si, 8.4395, 0.2264, -6.3013, 0.027, 0.0145, 0.3558
Si, 10.9673, 2.0395, -5.8998, -0.0011, 0.0311, 0.2938
Si, 12.5572, 2.7353, -3.3989, -0.0081, -0.0244, 0.3211
Si, 13.5778, -1.5785, 25.7384, 0.0217, -0.0074, 0.2049
Si, 3.5949, 0.4966, 26.0854, -0.0284, 0.0266, 0.2179
Si, 8.9498, -2.696, 19.4703, -0.0339, 0.0002, 0.2571
Si, 7.5227, -0.5988, -3.5015, -0.0166, -0.0264, 0.3306
Si, 13.4317, 0.853, 17.2594, 0.0091, -0.0236, 0.2335
Si, 9.0841, -1.995, -8.2195, -0.0056, -0.0383, 0.2651
Si, 3.2952, 8.1341, -3.0195, 0.0136, 0.0545, 0.2893
Si, 6.5029, 7.1602, -7.9934, 0.0232, 0.0039, 0.3233
Si, 6.5173, 5.4171, -5.3321, 0.0103, -0.0161, 0.3151
O, 8.3701, -1.5032, 18.5501, -0.0186, 0.0606, -0.1418
O, 6.8005, -0.4397, -9.4353, -0.0329, -0.0267, -0.1245
O, 7.5836, 0.9588, 18.0089, 0.013, -0.0425, -0.0948
O, 3.579, 6.1936, 16.0434, 0.0217, 0.0246, -0.0765
O, 10.2252, 3.4644, -6.0181, 0.0083, -0.0154, -0.1007
O, 6.5253, 0.2836, -2.6014, 0.0528, -0.065, -0.1565
O, 5.4496, 2.7197, 15.2494, 0.0024, 0.006, -0.0391
O, 5.1979, 0.5028, 26.319, 0.0212, -0.0076, -0.109
O, 11.7942, 7.2328, 0.2089, -0.026, 0.0334, -0.1655
O, 4.7171, 3.6324, 0.3117, 0.0487, -0.0185, -0.1028
O, 12.853, 3.4886, -8.9634, -0.0344, 0.0559, -0.1502
O, 12.0352, 0.3937, 16.6344, -0.0633, 0.0039, -0.1014
O, 5.8927, 2.7457, -1.8291, -0.0038, -0.0211, -0.0919
O, 6.1015, 5.0336, 19.8733, 0.0059, -0.0883, -0.1549
O, 6.7859, -1.9652, -3.9516, 0.0052, 0.01, -0.1071
O, 6.0854, 5.9409, -8.9705, 0.0034, -0.0938, -0.1868
O, 13.0127, -0.1939, -0.4519, 0.0253, -0.0211, -0.0834
O, 5.3569, -2.5808, -8.0352, -0.0094, 0.0177, -0.1039
O, 2.7591, 2.7915, 22.6971, 0.0492, -0.0235, -0.2301
O, 3.1536, -1.1601, -7.924, 0.0017, 0.0394, -0.1139
O, 9.8954, 0.9045, -6.2261, -0.0311, -0.0258, -0.1057
O, 4.2295, -1.7113, -0.0412, -0.0406, 0.0405, -0.1404
O, 4.8945, -1.2777, 21.9003, -0.0208, -0.035, -0.1031
O, 11.6911, 5.7147, -8.294, 0.0428, -0.0666, -0.1875
O, 3.3933, 1.3831, -8.3806, 0.024, -0.0722, -0.1247
O, 3.0377, 5.9579, 24.2666, 0.0107, 0.0586, -0.1495
O, 12.1605, 7.6697, 23.3508, 0.002, 0.0044, -0.0961
O, 7.7267, 4.3684, -5.5899, -0.0029, -0.0006, -0.1006
O, 9.4719, 4.0593, -1.7435, 0.0599, 0.0242, -0.1925
O, 3.0267, -1.915, 20.2783, -0.0399, 0.042, -0.1042
O, 3.4664, -2.3373, 24.5127, 0.0026, -0.0529, -0.1534
O, 2.7719, 5.4308, 0.9101, -0.0031, 0.0058, -0.0493
O, 13.2311, 7.3473, -1.9681, 0.0554, 0.0056, -0.1255
O, 5.9731, 6.1808, 24.5626, 0.024, -0.0349, -0.1894
O, 12.1236, 5.7893, 26.1695, 0.0544, -0.0114, -0.1185
O, 8.4732, 5.9988, -0.268, -0.0064, -0.0027, -0.0794
O, 12.1454, 1.9279, -6.9743, 0.0863, 0.0066, -0.1628
O, 9.5164, -0.8713, -9.3021, 0.0202, 0.0894, -0.163
O, 10.9364, -0.9877, 22.7705, -0.0404, 0.0572, -0.2116
O, 9.9307, 0.8883, 25.7477, 0.0269, 0.0422, -0.1199
O, 7.6288, -0.3083, 25.9203, -0.0724, 0.0147, -0.1319
O, 4.4922, 0.7152, -1.0184, 0.0054, -0.0038, -0.0734
O, 3.0959, 3.1162, -4.0989, 0.0546, 0.0524, -0.155
O, 9.6726, 6.1322, 26.254, -0.0586, 0.0249, -0.1424
O, 4.8779, 1.4323, 21.8436, -0.0298, 0.0262, -0.1046
O, 6.9854, -1.0063, 16.3556, -0.0411, -0.0301, -0.1172
O, 3.2827, 7.2589, -6.9015, 0.059, 0.0637, -0.2094
O, 9.4482, -2.0939, 20.8918, -0.0416, -0.0492, -0.1414
O, 3.3793, 3.0988, 20.2119, -0.0056, 0.0722, -0.2122
O, 7.4215, 3.6707, 0.0164, -0.028, 0.0117, -0.074
O, 7.0861, 0.016, 21.5126, 0.0417, 0.0149, -0.1033
O, 3.2579, 7.6621, -9.5012, -0.0387, -0.0421, -0.203
O, 12.0449, -1.3656, 25.2204, -0.0468, -0.0207, -0.1237
O, 10.2314, 7.4708, 18.7875, 0.0503, -0.057, -0.1368
O, 10.8058, 6.2896, -2.0338, -0.0169, -0.0525, -0.1044
O, 11.8111, 4.1008, -2.9868, 0.0297, -0.0229, -0.1087
O, 9.2815, 2.9287, 18.3571, 0.0418, 0.0521, -0.1358
O, 8.4415, 1.5242, -9.6098, 0.0296, -0.0014, -0.1098
O, 10.445, 5.0919, 17.5848, -0.0186, -0.0315, -0.0688
O, 7.78, 2.2492, 20.3639, -0.0274, 0.0816, -0.2261
O, 8.3267, 1.8344, 22.9137, 0.0096, -0.0744, -0.2119
O, 7.6673, 7.5598, 25.9534, 0.0275, -0.0062, -0.104
O, 7.3859, 0.9944, -7.2673, -0.0623, 0.0323, -0.21
O, 6.9354, 0.9972, -0.1039, -0.0518, 0.0116, -0.1594
O, 7.0137, 7.6918, -1.7209, -0.0243, 0.0309, -0.1991
O, 11.5926, -0.8207, 20.1141, 0.0356, 0.0046, -0.1091
O, 5.9393, 2.1193, -9.2374, -0.0279, 0.0647, -0.1333
O, 13.3193, 2.3467, 17.8583, -0.0226, -0.0231, -0.1023
O, 5.2624, -2.7229, 15.3652, -0.0089, -0.0042, -0.0427
O, 6.4945, 6.5319, -6.4984, -0.0011, 0.0841, -0.2332
O, 10.6097, 0.52, -1.298, -0.0185, -0.0299, -0.0943
O, 9.2077, -1.3431, -0.0585, 0.0331, -0.0071, -0.1587
O, 9.7594, 7.3354, 16.2439, -0.0332, -0.0212, -0.1053
O, 3.6647, 7.3008, 22.1716, 0.0622, 0.0341, -0.183
O, 6.6517, 6.3324, 22.0296, -0.0298, 0.0374, -0.2561
O, 2.7292, 5.4852, -5.0781, -0.0037, 0.0162, -0.1034
O, 7.8706, 7.8462, -8.5121, -0.0064, -0.0006, -0.0962
O, 10.409, 7.9872, -8.0402, -0.0214, 0.0424, -0.1065
O, 3.3847, 3.466, -6.7173, -0.0383, -0.0663, -0.2017
O, 5.9801, 5.4322, -1.1386, -0.0081, 0.0036, -0.096
O, 3.4603, -1.2125, -2.5176, -0.0059, -0.06, -0.137
O, 12.7568, 1.8983, -2.019, 0.0253, 0.0756, -0.2112
O, 3.7511, 0.8325, 16.1788, 0.0421, 0.0183, -0.1167
O, 2.8257, -0.1409, 18.4967, 0.0102, 0.0593, -0.186
O, 7.8347, 7.0585, 19.7656, 0.0544, 0.0186, -0.1064
O, 8.8702, -0.9051, -2.6676, -0.0782, 0.0108, -0.1575
O, 4.843, 3.5052, 18.1059, 0.0062, 0.0049, -0.0708
O, 9.7168, 5.2115, -4.1383, -0.0514, -0.0075, -0.2383
O, 5.9353, 0.0059, 23.8633, -0.0363, -0.0204, -0.2292
O, 9.6427, 0.5392, 21.0836, -0.0008, -0.0029, -0.0932
O, 13.4543, 0.692, 21.0026, -0.0207, -0.044, -0.1215
O, 13.514, 8.0846, -4.4811, -0.0395, -0.0607, -0.2165
O, 12.2076, 6.8318, 17.0694, 0.017, -0.0286, -0.068
O, 6.84, 6.2385, -3.9657, -0.0011, -0.084, -0.188
O, 11.0698, -2.0293, -1.7718, 0.0081, -0.0139, -0.0712
O, 9.5254, 5.8633, -6.7268, 0.0429, 0.063, -0.1471
O, 8.6656, -1.2789, -6.8231, 0.0151, -0.0513, -0.1638
O, 9.8723, -2.5917, 24.612, 0.0433, 0.0428, -0.1151
O, 9.2498, 3.2889, 24.8504, -0.0682, 0.0109, -0.1165
O, 11.6657, 2.3113, 24.3637, 0.0485, -0.0027, -0.1137
O, 2.7725, 3.7072, 25.3236, -0.0027, -0.0434, -0.1189
O, 11.6107, 1.8893, -4.4107, -0.0614, -0.0219, -0.2027
O, 7.1049, 4.0906, 23.4136, -0.0107, 0.0109, -0.0966
O, 6.6853, 5.3901, 17.42, 0.0704, 0.0115, -0.16
O, 6.9173, 2.1078, 25.1227, 0.019, 0.0262, -0.1211
O, 11.7024, 7.0164, -5.9968, -0.0526, -0.0096, -0.1451
O, 4.7392, 7.4402, -3.0678, 0.0064, -0.0157, -0.0873
O, 8.5192, 6.21, 23.8661, -0.043, -0.0351, -0.1331
O, 9.4886, -0.2509, 16.5109, 0.0565, 0.0257, -0.094
O, 3.2278, 1.2506, 24.6961, -0.023, 0.0572, -0.1485
O, 7.8341, 0.2478, -4.8168, 0.0468, 0.0432, -0.2465
O, 5.1672, 4.5498, -5.1493, -0.0049, 0.0011, -0.0921
O, 5.305, 7.5831, 20.1796, 0.0399, -0.0336, -0.1033
O, 13.5112, 4.8572, 18.1599, -0.0416, 0.0474, -0.1291

Results
free energy: -157132.270 eV
free energy less fixed offsets of O -570.45, Si -639.56 eV per atom: -4.330 eV

The program warned: the cutoff lies below the one the program advises for these potential files; the forces do not sum to zero within the program's tolerance; empty levels may hold ghost states of the PAW files; the exchange-correlation potential is rough where the density is thin.
